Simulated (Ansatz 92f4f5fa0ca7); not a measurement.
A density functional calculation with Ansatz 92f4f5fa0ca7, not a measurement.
Periodic cell of 234 atoms, Si146O88, from a study of silicon, its oxide and their interface. The atomic structure is a simulated model.
Doubt: the cutoff is far below the 930 eV that the study's wrapper takes by default for these files, so forces and energies are approximate.

Settings: functional PBE; potential files Ansatz PAW; basis plane waves; wave-function cutoff 580 eV; density cutoff ratio 5; exchange-correlation grid ratio 1; k mesh 1 x 1 x 1, Gamma-centred; self-consistency stop 5e-08 eV per atom in the density residual; occupations fixed; spin none; net charge 0.

Cell vectors (angstrom)
a	11.6015	0	0
b	0	10.938	0
c	0	0	32.3165

Atoms: element, x, y, z (angstrom)
Si	-0.115	0.1176	23.742
Si	3.8024	-0.1993	23.8345
Si	7.6751	0.0357	23.6476
Si	2.0016	1.3103	23.7522
Si	5.6488	1.26	23.7098
Si	9.5793	1.4199	23.9523
Si	-0.0315	5.4614	23.4649
Si	3.8848	5.4964	23.3104
Si	7.7273	5.2805	23.5665
Si	1.9016	6.8722	23.4541
Si	5.9221	6.7858	23.4525
Si	9.5346	6.7917	23.4633
Si	1.8875	2.806	25.5734
Si	5.7152	2.7132	25.5803
Si	9.611	2.8241	25.7648
Si	-0.0561	4.1895	25.5378
Si	3.8365	4.183	25.4313
Si	7.649	4.0667	25.5879
Si	1.9252	8.0693	25.541
Si	5.8284	8.082	25.506
Si	9.6548	8.1555	25.4645
Si	0.0209	9.4907	25.5122
Si	3.8725	9.3834	25.6824
Si	7.7102	9.5348	25.542
Si	0.0042	-0.0324	27.4517
Si	3.8454	-0.0187	27.4942
Si	7.7145	-0.0181	27.475
Si	1.9184	1.3774	27.4757
Si	5.7708	1.3453	27.5014
Si	9.6648	1.3205	27.5474
Si	-0.0304	5.4848	27.5012
Si	3.8547	5.4545	27.4513
Si	7.7063	5.4779	27.4859
Si	1.9139	6.7948	27.5099
Si	5.7868	6.8131	27.4929
Si	9.6419	6.8454	27.4571
Si	1.9336	2.7345	29.4172
Si	5.8008	2.7345	29.4172
Si	9.6679	2.7345	29.4172
Si	0	4.1018	29.4172
Si	3.8672	4.1018	29.4172
Si	7.7343	4.1018	29.4172
Si	1.9336	8.2035	29.4172
Si	5.8008	8.2035	29.4172
Si	9.6679	8.2035	29.4172
Si	0	9.5708	29.4172
Si	3.8672	9.5708	29.4172
Si	7.7343	9.5708	29.4172
Si	0	0	31.3508
Si	3.8672	0	31.3508
Si	7.7343	0	31.3508
Si	1.9336	1.3673	31.3508
Si	5.8008	1.3673	31.3508
Si	9.6679	1.3673	31.3508
Si	0	5.469	31.3508
Si	3.8672	5.469	31.3508
Si	7.7343	5.469	31.3508
Si	1.9336	6.8362	31.3508
Si	5.8008	6.8362	31.3508
Si	9.6679	6.8362	31.3508
Si	1.9336	2.7345	0.9679
Si	5.8008	2.7345	0.9679
Si	9.6679	2.7345	0.9679
Si	0	4.1018	0.9679
Si	3.8672	4.1018	0.9679
Si	7.7343	4.1018	0.9679
Si	1.9336	8.2035	0.9679
Si	5.8008	8.2035	0.9679
Si	9.6679	8.2035	0.9679
Si	0	9.5708	0.9679
Si	3.8672	9.5708	0.9679
Si	7.7343	9.5708	0.9679
Si	0.0618	0.038	2.8636
Si	3.8753	-0.0161	2.9419
Si	7.7508	0.0759	2.8422
Si	1.98	1.4126	2.9228
Si	5.7835	1.3792	2.9354
Si	9.7165	1.3627	2.8719
Si	0.0094	5.4953	2.8786
Si	3.8973	5.4826	2.9067
Si	7.7286	5.4403	2.9284
Si	1.9571	6.8364	2.9031
Si	5.8188	6.8492	2.9027
Si	9.6684	6.8158	2.8701
Si	1.9536	2.8878	4.8051
Si	5.7519	2.6527	4.9561
Si	9.7263	2.6877	4.8092
Si	-0.0235	4.1738	4.8236
Si	3.9315	4.1889	4.8953
Si	7.7388	3.9487	4.8048
Si	1.9632	8.1717	4.8565
Si	5.8969	8.2947	4.785
Si	9.7287	8.3037	4.6896
Si	0.0742	9.6138	4.7729
Si	3.8803	9.5892	4.933
Si	7.8063	9.646	4.7202
Si	0.0746	0.0494	6.7058
Si	3.6568	0.0229	6.9306
Si	7.7802	-0.0027	6.6903
Si	1.8732	1.5689	6.7205
Si	5.773	1.174	6.9145
Si	9.701	1.3622	6.787
Si	-0.078	5.5373	6.7831
Si	4.0867	5.7406	6.7372
Si	7.945	5.3584	6.6364
Si	1.948	6.7777	6.8267
Si	6.1219	6.9068	6.6669
Si	9.6527	6.9457	6.5645
O	6.1251	1.9165	8.3788
O	1.8469	7.7068	8.1973
O	6.4869	7.7865	8.055
O	11.0892	4.6305	8.1246
O	7.876	10.0556	8.0965
O	9.2301	7.7784	7.9619
O	3.1162	10.0287	8.2391
O	9.7365	2.3099	8.1565
O	8.363	4.5943	8.0925
O	4.5917	5.0374	8.1613
O	0.4033	9.987	8.0131
O	1.6886	2.5418	8.0945
O	1.712	8.0809	22.2931
O	2.5393	2.2529	22.478
O	5.289	2.2091	22.382
O	3.7449	9.8197	22.4205
O	6.3762	7.7857	22.1672
O	7.7648	10.0823	22.2482
O	3.9067	4.4491	21.9909
O	9.089	7.7448	22.1378
O	0.1078	4.2467	22.308
O	7.7283	4.3714	22.155
O	-0.6369	10.4918	22.2241
O	9.7042	2.4357	22.6398
Si	1.7197	9.2601	8.6743
Si	2.3198	8.2921	13.3177
Si	-1.2808	0.7044	18.3552
Si	9.7326	3.8663	8.6627
Si	2.5035	9.277	21.5001
Si	6.4913	9.2008	15.8936
Si	11.7075	11.1523	20.9175
Si	-2.6353	8.8099	11.3957
Si	14.0106	2.7626	9.5389
Si	3.8949	2.8145	21.7609
Si	3.7244	-1.5804	18.7996
Si	10.065	4.8882	16.7066
Si	7.8824	8.4979	8.5633
Si	-0.9397	11.5165	15.4052
Si	4.4126	1.4562	18.9572
Si	0.3277	8.9881	11.4396
Si	10.7916	3.0798	21.6149
Si	6.8061	8.6006	18.6813
Si	-2.8165	11.6776	12.8486
Si	0.3141	13.7544	16.8846
Si	5.7704	12.4087	12.6273
Si	3.557	8.5853	15.9548
Si	7.741	8.5641	21.6461
Si	9.9975	14.3437	11.8279
Si	4.0068	3.9718	13.6702
Si	8.5274	4.7417	14.2174
Si	3.4827	2.7472	16.3076
Si	7.6891	3.4321	16.6108
Si	-3.7896	5.826	18.2094
Si	1.0248	10.884	13.3905
Si	7.3588	1.7049	18.8365
Si	5.3211	2.1743	9.7664
Si	7.3988	7.4729	13.5229
Si	4.3806	4.8815	9.7579
Si	4.5792	11.1264	14.8729
Si	12.942	2.8367	12.342
Si	8.2479	4.1216	20.6299
Si	4.7122	6.6857	12.2175
O	0.297	10.6098	14.8307
O	9.2469	3.5138	17.1138
O	9.8454	5.1595	15.1081
O	13.0889	2.3107	10.7927
O	9.6395	12.7627	11.979
O	5.4509	3.7378	10.2248
O	4.3092	2.5093	17.6962
O	3.4671	10.1242	15.4694
O	6.0019	-0.2155	15.5624
O	7.1151	2.0741	17.2462
O	-3.6177	5.4772	19.785
O	9.7874	14.8201	10.2866
O	3.8479	2.3472	20.2035
O	7.9354	8.4876	10.1809
O	7.5101	5.9955	14.1694
O	13.2257	10.5912	21.0787
O	1.3694	12.4549	13.2898
O	3.0643	8.5734	17.5109
O	11.6051	4.4423	16.997
O	6.9869	4.7289	17.3114
O	5.9628	0.9427	19.2141
O	8.7014	7.7441	12.5941
O	4.6678	6.2011	10.6497
O	14.4377	4.3182	9.8737
O	3.0055	8.6756	20.086
O	7.4226	8.6036	14.7039
O	8.9727	4.2941	12.7328
O	0.044	10.4384	12.1609
O	1.92	2.6981	16.7338
O	5.2945	9.0441	19.0025
O	9.333	6.0786	17.573
O	7.3013	9.3715	17.3159
O	4.8614	0.2647	13.265
O	3.4934	7.7322	12.372
O	-0.5654	10.7029	19.4996
O	6.0647	7.5116	12.5863
O	4.549	5.4392	13.2402
O	7.3002	1.334	13.1394
O	11.7037	1.8615	21.0201
O	-1.384	0.0016	16.8751
O	8.702	10.3106	11.9709
O	3.9439	1.59	15.2924
O	6.8044	7.0661	18.1847
O	-0.4075	13.0669	15.5741
O	2.5619	3.7575	12.9075
O	11.525	14.5868	12.3792
O	3.7487	12.7613	9.4856
O	7.4035	2.9364	19.9039
O	2.3378	9.9335	13.2309
O	8.7997	0.9415	18.9348
O	5.1084	2.8939	13.1001
O	-1.1149	8.535	10.8508
O	0.8827	7.9185	12.5917
O	1.4592	9.1892	10.2788
O	-0.2683	12.9385	18.1873
O	7.7323	8.7581	20.015
O	2.5983	7.7779	14.8772
O	3.5536	0.0651	18.7129
O	7.6855	3.5436	14.9877
O	3.8194	4.0335	15.3234
O	5.8344	1.273	11.0066
O	5.1606	8.1981	15.9296
O	-2.1562	0.5202	14.3307
O	9.8524	3.8058	20.499

Results
free energy: -142855.891 eV
free energy less fixed offsets of O -568.88, Si -635.61 eV per atom: 4.609 eV

Forces (eV/angstrom), in the order of the atoms: element, x, y, z
Si	-0.0051	-0.0061	-0.0018
Si	-0.0046	-0.0074	0.0017
Si	-0.0031	-0.0032	0.0024
Si	0.0117	0.0071	-0.0011
Si	-0.0017	0.0018	-0.0033
Si	0.0084	0.0103	-0.0008
Si	-0.001	-0.0116	-0.0051
Si	-0.0014	-0.0112	-0.0029
Si	0.0011	-0.0105	-0.0097
Si	0.0018	0.0095	-0.0057
Si	0.0023	0.0109	-0.0047
Si	-0.0054	0.0102	-0.0028
Si	0.0098	0.0053	0.005
Si	0.0047	0.0062	0.0064
Si	0.005	0.0081	0.0002
Si	-0.005	-0.0037	0.0078
Si	-0.0019	-0.0065	0.0081
Si	0.0008	-0.0043	0.0072
Si	-0.0027	0.0034	0.008
Si	-0.0012	0.0062	0.0081
Si	-0.0041	0.0058	0.0079
Si	-0.0022	-0.0063	0.0057
Si	-0.0057	-0.0047	0.0011
Si	-0.0041	-0.0057	0.004
Si	-0.0003	0.0024	-0.0025
Si	-0.0019	0.0013	-0.0041
Si	-0.0012	0.0048	-0.0022
Si	0.0002	-0.0027	0.0011
Si	0.0015	-0.0016	-0.0025
Si	-0.0021	-0.0053	-0.0021
Si	0.0014	0.001	-0.0025
Si	0.0022	0.0031	-0.0027
Si	0.0023	-0.0014	-0.0033
Si	-0.0018	-0.0027	-0.0049
Si	-0.0028	-0.0017	-0.0033
Si	-0.0004	-0.0013	-0.0032
Si	-0.0074	-0.0516	0.0419
Si	-0.0355	-0.0278	0.0859
Si	0.0289	-0.1082	0.3473
Si	-0.0876	-0.078	-0.0289
Si	0.0127	-0.0872	-0.2056
Si	0.0298	-0.0661	-0.109
Si	0.0137	0.0143	0.0056
Si	-0.025	0.0444	-0.0917
Si	-0.0584	0.019	-0.1798
Si	0.0567	-0.0306	-0.095
Si	-0.0626	-0.0425	0.1923
Si	-0.0371	-0.0237	0.0258
Si	-0.0194	0.04	-0.0271
Si	0.004	0.0586	0.0231
Si	0.0019	0.0123	-0.0179
Si	0.0036	-0.0416	0.0324
Si	0.0106	-0.0739	0.0377
Si	-0.0127	0.0471	0.0297
Si	0.0289	0.0351	0.0109
Si	-0.0063	0.1093	0.0048
Si	-0.0024	0.052	0.0116
Si	-0.0005	-0.0558	-0.0156
Si	-0.0174	-0.0412	-0.0343
Si	0.0179	-0.0219	-0.0569
Si	0.0853	0.0798	-0.0161
Si	-0.0913	0.027	0.1818
Si	0.0961	0.1002	-0.0795
Si	0.0082	-0.0203	-0.038
Si	0.0416	0.0129	0.0192
Si	-0.0184	-0.0166	0.0678
Si	0.0421	0.0102	-0.007
Si	0.0567	0.0284	-0.0179
Si	-0.0851	0.0281	-0.0875
Si	0.1395	-0.0201	-0.0724
Si	-0.0483	0.0235	0.187
Si	-0.0236	0.0668	-0.1183
Si	-0.005	0.0004	0.0017
Si	-0.0023	0.0007	-0.0011
Si	-0.0043	0.0032	0.0032
Si	0.0034	0.0001	-0.0021
Si	-0.0006	-0.0014	0.0019
Si	0.0047	-0.0019	0.0036
Si	0.004	0.0023	0.001
Si	0.0042	0.0047	0.0021
Si	0.0013	0.0035	-0.0028
Si	-0.003	-0.0067	0.0021
Si	-0.002	-0.0017	0.0017
Si	-0.0018	-0.0032	0.0002
Si	-0.0019	0.0037	-0.0031
Si	0.0026	0.0025	-0.0067
Si	-0.0022	0.0058	-0.0065
Si	0.0046	-0.0079	-0.0047
Si	-0.0008	-0.0054	-0.006
Si	0.0015	-0.0019	0.0002
Si	-0.0024	0.0044	-0.0048
Si	-0.0155	0.0033	-0.0008
Si	-0.0028	0.0066	-0.0037
Si	-0.0049	-0.0055	-0.0057
Si	0.0038	-0.0087	-0.0062
Si	0.0115	-0.0059	-0.0012
Si	0.0026	-0.0043	0.0054
Si	-0.0057	-0.0092	0.0016
Si	0.0011	-0.0003	-0.007
Si	0.0022	0.0084	0.0085
Si	0.0058	0.0071	0.0128
Si	0.0069	0.0069	0.0015
Si	-0.0027	-0.0047	0.008
Si	-0.0005	-0.0081	0.0153
Si	0.0025	-0.0125	-0.0042
Si	-0.0013	0.0073	0.0023
Si	0.0053	0.0095	0.0077
Si	-0.0092	0.0124	0.0003
O	0.0039	-0.0027	-0.0101
O	0.0013	-0.0079	-0.0009
O	-0.0133	-0.0125	-0.0035
O	0.0115	0.0108	0
O	-0.0045	0.0066	0.0107
O	0.0082	-0.0041	-0.0003
O	0.0113	0.0102	-0.0025
O	0	-0.0124	-0.0009
O	-0.0062	0.0049	0.0022
O	-0.0052	0.0098	-0.0059
O	-0.0065	0.0089	-0.0005
O	-0.0043	-0.0087	-0.0072
O	-0.0044	-0.02	0.0043
O	-0.0087	-0.0031	-0.0051
O	0.0065	-0.0027	-0.0041
O	0.0099	0.0043	0.0012
O	-0.0102	-0.0115	0.0027
O	0	0.0055	-0.0017
O	-0.0004	0.0169	0.0031
O	0.0088	-0.009	0.0013
O	0.01	0.0278	0.0084
O	-0.0065	0.0126	0.0157
O	-0.0039	-0.0017	0.0031
O	-0.0101	-0.0066	0.0031
Si	-0.0033	-0.0028	0.0039
Si	0.0014	0.0025	-0.0063
Si	0	-0.0011	0.0126
Si	-0.0062	-0.0005	-0.0011
Si	0.0025	0.0078	-0.0058
Si	-0.0061	-0.0055	0.0037
Si	-0.0037	0.0069	0.0056
Si	-0.0019	0	-0.0115
Si	0.0011	0.0025	-0.003
Si	-0.0037	-0.0131	0.0028
Si	-0.0048	0.0005	0.0101
Si	0.0056	-0.0045	0.0013
Si	0.0079	-0.004	0.0016
Si	0.0012	-0.0017	0.0002
Si	0.0021	0.002	0.015
Si	0.0019	-0.0014	-0.0074
Si	-0.002	-0.0212	0.0046
Si	-0.0003	0.0033	0.003
Si	-0.0008	0.0013	-0.0074
Si	0.0018	0.0017	0.01
Si	-0.0093	-0.002	-0.0001
Si	0.0023	0.0044	-0.0013
Si	0.0022	0.0058	-0.0014
Si	-0.0016	-0.0016	-0.0068
Si	0.002	0.0025	0.001
Si	-0.003	0.0012	0.0013
Si	0.0078	0.0133	0.0068
Si	0.0019	-0.0009	0.0002
Si	-0.0001	0.0002	0.0043
Si	0.0034	-0.0082	-0.0088
Si	-0.001	-0.0048	0.0129
Si	0.0042	0.0043	-0.0006
Si	-0.0003	0.0004	-0.004
Si	0.0036	0.0069	-0.0038
Si	-0.0045	-0.0195	-0.0041
Si	0.0003	-0.0004	-0.0116
Si	-0.0148	-0.0023	-0.0008
Si	-0.0007	0.0046	-0.0076
O	-0.0019	0.0015	0.0009
O	-0.0011	-0.0046	-0.0025
O	0.0012	-0.0003	-0.0001
O	0.0023	0.003	0.0032
O	-0.0018	0.0016	0.0081
O	0.0017	0.0009	0.0039
O	0.0086	-0.0062	0.0008
O	-0.0022	-0.0072	0.0014
O	0.0159	0.0071	0.0047
O	-0.0018	-0.004	0.0027
O	-0.0014	0.0085	-0.0054
O	-0.0007	0.0013	0.0013
O	-0.0014	0.0057	0.0003
O	-0.0007	-0.0015	0.0033
O	0.0015	-0.0015	0.0005
O	0.0091	-0.003	-0.0045
O	0.0008	0.0059	0.0051
O	0.0012	0.001	0.0005
O	0.0002	-0.0028	-0.0057
O	-0.0048	0.0072	-0.0001
O	-0.002	-0.0007	-0.0093
O	0.0014	0.0025	0.0038
O	-0.0018	-0.0086	-0.0008
O	-0.0046	-0.0022	0.0097
O	-0.0015	-0.0026	-0.0001
O	0.0051	-0.0059	-0.008
O	0.0044	-0.004	-0.0026
O	-0.0009	-0.0019	0.0041
O	-0.0131	0.0031	0.0029
O	0.0023	-0.001	-0.0077
O	-0.0038	0.006	-0.0007
O	0.001	-0.0032	0.0092
O	0.0042	0	-0.0109
O	0.0023	-0.0024	0.005
O	-0.004	-0.002	-0.0092
O	-0.0021	-0.0002	0.0052
O	0.0003	0.0023	0.003
O	0.0096	-0.0018	0.0057
O	-0.0009	0.0049	-0.0054
O	-0.0007	0	-0.0018
O	-0.0004	-0.0014	0.0055
O	-0.0194	0.0127	-0.0084
O	0.0023	-0.0001	-0.0055
O	-0.0005	-0.0024	-0.0019
O	-0.0026	-0.0017	0.0014
O	-0.0013	-0.0018	0.0039
O	-0.011	-0.0047	0.0047
O	-0.0045	0.0016	-0.0076
O	-0.0049	0.0014	0.0036
O	-0.0037	-0.0001	-0.0066
O	-0.0002	-0.0032	0.0023
O	-0.0002	0.0002	0.0088
O	-0.0024	0.0018	0.001
O	0.0045	0.0019	-0.0037
O	0.0037	0.0026	-0.0098
O	0.0035	-0.0024	0.0064
O	-0.0004	0.0013	-0.0004
O	-0.0005	-0.0023	-0.0076
O	0.0012	-0.001	-0.0012
O	0.0016	0.003	-0.0015
O	0.0019	0.0023	-0.0052
O	-0.0014	0.0011	-0.0013
O	-0.0043	0.0013	-0.0035
O	0.0158	-0.0048	-0.0165

The program warned: the cutoff lies below the one the program advises for these potential files; the forces do not sum to zero within the program's tolerance; the exchange-correlation potential is rough where the density is thin.
